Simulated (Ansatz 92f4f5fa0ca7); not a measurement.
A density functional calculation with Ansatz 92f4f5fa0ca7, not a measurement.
Periodic cell of 218 atoms, Si128O86P4, from a study of silicon, its oxide and their interface. The atomic structure is a simulated model.
Doubt: the cutoff is far below the 930 eV that the study's wrapper takes by default for these files, so forces and energies are approximate.
This geometry differs little from another in the collection (a relaxation step or a small displacement).

Settings: functional PBE; potential files Ansatz PAW; basis plane waves; wave-function cutoff 580 eV; density cutoff ratio 5; exchange-correlation grid ratio 1; k mesh 1 x 1 x 1, Gamma-centred; self-consistency stop 5e-08 eV per atom in the density residual; occupations fixed; spin none; net charge 0.

Cell vectors (angstrom)
a	10.938	0	0
b	0	10.938	0
c	0	0	32.0967

Atoms and the computed forces on them: element, x, y, z (angstrom), force x, y, z (eV/angstrom)
P	10.7971	0.1752	24.4926	-0.0915	0.0908	0.0131
Si	5.7076	10.5044	24.6104	-0.0206	-0.0531	0.0861
Si	2.5619	3.0277	24.5242	-0.0262	-0.0351	0.0326
Si	8.5393	2.4718	24.6915	-0.0007	-0.0333	0.0357
Si	0.3227	5.2568	24.7183	0.0287	0.0255	0.0294
Si	5.3093	5.7123	24.6241	-0.0345	0.0417	-0.0138
P	2.9871	7.9755	24.4858	0.099	-0.1799	0.1211
Si	8.1354	8.4595	24.7072	-0.0261	0.013	0.0462
Si	1.3676	1.3447	25.8423	0.0507	-0.0134	-0.0297
Si	6.8282	1.3117	25.8665	0.0191	-0.0493	-0.0189
Si	4.137	4.1132	25.9344	-0.0548	0.0156	-0.0122
Si	9.6624	4.0675	26.0158	0.0472	-0.0071	-0.0338
Si	1.5388	6.853	25.967	-0.0633	0.1034	-0.0634
Si	6.9205	6.8351	25.9576	-0.0373	0.0678	-0.0326
Si	4.113	9.3984	25.9719	-0.0412	0.0629	-0.0823
Si	9.6732	9.7013	25.9882	0.0361	-0.0204	-0.0078
Si	2.7445	-0.0398	27.2456	0.0101	0.0108	0.0258
Si	8.1934	0.0085	27.3377	0.0154	0.068	-0.0848
Si	0.0785	2.6859	27.3424	-0.0873	-0.0436	-0.0558
Si	5.493	2.7071	27.2652	0.0242	0.0167	0.0408
Si	2.7738	5.4374	27.3606	0.113	0.0317	-0.0733
Si	8.2384	5.4315	27.3108	-0.0163	-0.0089	0.0507
Si	0.0562	8.2055	27.2827	-0.0087	-0.0283	-0.0001
Si	5.5187	8.1511	27.3631	0.0074	-0.0909	-0.0684
Si	4.1018	1.3673	28.6784	-0.0227	-0.1305	-0.4873
Si	9.5708	1.3673	28.6784	0.0755	0.0279	0.1726
Si	1.3673	4.1018	28.6784	0.1577	-0.1016	0.3227
Si	6.8362	4.1018	28.6784	-0.0147	-0.1805	-0.1487
Si	4.1018	6.8362	28.6784	0.184	-0.1801	0.4611
Si	9.5708	6.8362	28.6784	0.1854	0.0771	-0.2938
Si	1.3673	9.5708	28.6784	0.137	0.0869	-0.0751
Si	6.8362	9.5708	28.6784	0.0846	-0.009	0.2523
Si	0	0	30.0457	-0.0849	0.0035	-0.0059
Si	5.469	0	30.0457	-0.005	-0.0446	-0.018
Si	2.7345	2.7345	30.0457	-0.0774	0.1048	-0.0009
Si	8.2035	2.7345	30.0457	0.0536	0.0444	-0.009
Si	0	5.469	30.0457	0.0546	-0.0082	-0.0191
Si	5.469	5.469	30.0457	-0.0973	0.0467	0.0254
Si	2.7345	8.2035	30.0457	0.0559	0.0355	-0.0123
Si	8.2035	8.2035	30.0457	-0.015	0.118	-0.0021
Si	1.3673	1.3673	31.4129	0.024	-0.0248	-0.0359
Si	6.8362	1.3673	31.4129	0.0102	0.0335	-0.0039
Si	4.1018	4.1018	31.4129	0.1002	-0.1017	-0.0223
Si	9.5708	4.1018	31.4129	-0.0606	0.0197	-0.0015
Si	1.3673	6.8362	31.4129	-0.003	0.0038	-0.0128
Si	6.8362	6.8362	31.4129	0.0372	-0.1031	-0.0237
Si	4.1018	9.5708	31.4129	-0.0192	-0.0165	0.0045
Si	9.5708	9.5708	31.4129	0.0789	-0.0262	-0.0068
Si	2.7345	0	0.6835	-0.0496	0.0534	0.0345
Si	8.2035	0	0.6835	-0.0233	0.0069	0.0103
Si	0	2.7345	0.6835	0.0192	0.0023	-0.0042
Si	5.469	2.7345	0.6835	-0.1148	0.1302	0.0011
Si	2.7345	5.469	0.6835	0.0082	-0.0116	-0.0015
Si	8.2035	5.469	0.6835	-0.0003	0.0261	0.0402
Si	0	8.2035	0.6835	-0.0484	0.0285	0.0054
Si	5.469	8.2035	0.6835	0.0351	-0.0052	0.0079
Si	4.1018	1.3673	2.0507	0.1096	-0.0023	-0.0282
Si	9.5708	1.3673	2.0507	-0.0182	0.0154	0.0533
Si	1.3673	4.1018	2.0507	-0.0375	-0.0369	0.0467
Si	6.8362	4.1018	2.0507	0.0046	-0.1462	-0.0826
Si	4.1018	6.8362	2.0507	-0.006	-0.0127	0.057
Si	9.5708	6.8362	2.0507	0.1185	0	-0.0282
Si	1.3673	9.5708	2.0507	-0.0066	-0.1044	-0.0336
Si	6.8362	9.5708	2.0507	-0.031	0.0171	0.0433
Si	0	0	3.418	-0.1572	-0.324	0.3244
Si	5.469	0	3.418	-0.032	0.1804	-0.3221
Si	2.7345	2.7345	3.418	-0.02	-0.0465	0.2112
Si	8.2035	2.7345	3.418	-0.5108	0.0584	-0.5297
Si	0	5.469	3.418	-0.1554	0.2147	-0.3151
Si	5.469	5.469	3.418	0.1904	0.1188	0.3122
Si	2.7345	8.2035	3.418	-0.2238	0.1456	-0.1878
Si	8.2035	8.2035	3.418	0.1385	0.0459	0.4539
Si	1.3312	1.3663	4.7899	-0.0045	0.0359	0.0141
Si	6.8323	1.3659	4.7651	-0.1222	-0.0005	0.0543
Si	4.1084	4.1072	4.7968	-0.0185	-0.0174	-0.0611
Si	9.4378	4.2024	4.6893	0.0257	0.0119	0.058
Si	1.3267	6.8695	4.7654	0.0973	0.0451	0.0281
Si	6.8198	6.8877	4.8447	0.0148	-0.035	0.0144
Si	4.0484	9.6385	4.7422	-0.0175	0.0384	0.1421
Si	9.5545	9.564	4.8913	-0.0078	0.0082	-0.0374
Si	2.6492	-0.0405	6.2167	0.0088	-0.0223	-0.0144
Si	8.0844	0.0006	6.2287	0.0392	-0.0946	0.0766
Si	-0.2068	2.7561	5.9197	-0.0061	-0.1009	0.0066
Si	5.4234	2.6766	6.1549	0.0932	-0.0172	0.0466
Si	2.7577	5.5461	6.084	-0.0962	-0.035	0.0301
Si	8.1884	5.4992	6.2476	-0.035	0.0371	0.0271
Si	0.0364	8.1836	6.29	-0.0124	0.0407	0.0808
Si	5.4684	8.3899	6.1264	0.0271	-0.0534	0.0209
Si	4.2738	1.1239	7.57	0.0289	-0.1574	-0.0166
Si	9.2753	1.6692	7.4797	-0.0169	0.0296	-0.0385
Si	1.0808	4.256	7.0974	0.1182	-0.0317	0.0505
Si	6.9847	3.8456	7.4828	-0.0345	0.0156	-0.0553
Si	3.8597	7.2014	7.3924	0.0516	0.1908	0.0381
Si	9.8913	6.4562	7.6897	-0.0374	0.0329	-0.0762
P	1.5167	9.4077	7.6281	0.0931	-0.0697	-0.0458
P	6.597	9.7848	7.6469	-0.1546	0.1124	-0.0998
O	2.716	8.2871	7.9619	-0.0383	-0.0687	-0.031
O	8.1441	2.7751	8.0262	0.0027	-0.0167	-0.0212
O	4.1584	6.8245	24.1225	-0.0084	0.0468	0.0171
O	9.6381	1.3363	24.14	0.0513	-0.041	0.0137
O	5.4202	-0.0188	8.0217	0.0277	0.0758	-0.0002
O	0.1141	5.2979	7.9501	0.0144	-0.0134	-0.0396
O	1.3842	4.1243	24.1519	-0.0022	-0.009	0.0199
O	6.9537	9.4973	24.2182	0.0016	-0.0005	-0.0149
O	4.5634	6.6073	8.7539	0.0039	-0.0272	-0.0059
O	9.3589	6.7496	9.2344	-0.0105	-0.0173	0.0485
O	3.7338	1.803	9.0061	-0.0268	0.0341	0.0165
O	1.7245	3.0451	8.0037	-0.0575	0.1145	-0.0035
O	6.1529	4.4549	8.7797	0.0145	-0.0006	-0.0074
O	10.134	1.1226	8.78	0.0098	-0.0077	0.0164
O	10.641	5.9318	23.3661	-0.0002	0.0016	0.003
O	5.9795	5.0377	23.2613	0.0179	-0.0125	0.0085
O	4.9574	10.7646	23.1765	0.004	0.0048	-0.0228
O	7.956	3.2262	23.3549	0.0015	0.0048	-0.0004
O	8.8313	7.8945	23.3343	0.006	-0.013	-0.0002
O	3.2965	2.6856	23.0849	0.0111	0.006	-0.0221
Si	6.599	1.4944	15.4109	-0.0036	0.0009	-0.0034
Si	4.9424	10.7728	21.5487	-0.0032	-0.005	-0.0002
Si	7.7344	7.5909	16.0185	0.0025	0.0013	-0.0045
Si	6.0046	1.5061	12.214	0.0015	-0.0001	0.0081
Si	0.807	0.0265	17.2576	0.0033	-0.0007	-0.0019
Si	1.182	1.5287	14.4793	-0.0002	-0.0103	-0.0011
Si	6.5059	5.2638	17.8612	-0.0031	-0.0011	0.0032
Si	10.7253	1.3181	10.2945	-0.0143	-0.0073	0.0041
Si	7.2793	4.415	22.4754	0.0027	0.0047	-0.0034
Si	3.0843	8.7954	17.1385	0.0039	-0.0032	0.0097
Si	4.0476	5.4451	19.8232	-0.0038	-0.0002	-0.0073
Si	5.3215	4.7629	15.1361	-0.005	-0.0038	0.0015
Si	0.145	10.0882	12.4508	-0.0039	-0.0039	0.0069
Si	1.9525	2.0285	19.1424	0.0039	-0.0014	-0.001
Si	9.4928	6.6703	22.4966	-0.0071	0.0007	-0.0258
Si	8.5077	3.2222	11.5752	-0.0004	0.0055	-0.0021
Si	0.2033	7.5573	19.9047	0.006	0.0034	-0.0046
Si	3.2307	5.1519	11.2761	0.0213	0.004	0.0114
Si	9.3226	9.4472	18.0064	0.0022	-0.0051	0.0027
Si	4.9193	1.7119	17.9928	-0.0019	-0.004	0.0026
Si	6.9814	3.1176	19.5887	-0.0026	0.0021	0
Si	0.3342	4.5107	15.3734	0.0062	0.0003	0.0039
Si	2.7439	6.5933	14.9509	-0.001	0.0062	-0.0017
Si	5.621	5.7449	9.6369	-0.0072	-0.0086	0.0033
Si	8.4969	8.1473	12.9919	0.0059	0.0044	0.0071
Si	2.7355	8.0903	12.2439	-0.004	-0.0015	0.0133
Si	3.5571	2.6246	21.4741	-0.0037	0.0044	0.0002
Si	8.4226	6.2552	10.4951	0.0001	0.0051	0.003
Si	6.9877	0.1591	19.4747	-0.0082	-0.0054	-0.002
Si	8.2679	3.9212	14.6737	-0.0004	-0.0028	-0.0016
Si	3.6675	2.9683	13.2624	-0.0007	0.0047	0.0054
Si	3.2292	8.322	20.2185	-0.0064	0.0096	-0.0085
Si	5.5888	9.6943	15.553	-0.0082	-0.0022	-0.0038
Si	5.5475	9.503	12.4978	-0.0019	-0.0062	0.0191
Si	2.4144	2.7048	9.424	-0.0082	-0.002	-0.0603
Si	1.3243	4.9246	18.434	0.0009	0.0093	-0.0006
O	1.4658	9.146	12.0709	0.0047	-0.0023	-0.0162
O	8.4715	4.6364	10.7525	0.0003	-0.013	-0.0005
O	4.2103	9.749	16.4257	0.0014	0.0006	-0.0039
O	4.2575	5.9521	14.7811	0.001	-0.0027	-0.0031
O	4.5785	2.2996	12.0799	0.0004	-0.0013	-0.0077
O	6.427	10.4885	20.8936	0.0083	0.0048	-0.0022
O	7.1586	2.3004	11.3638	-0.0019	-0.0047	-0.0106
O	2.6677	7.7535	13.8273	0.0035	-0.0059	-0.002
O	5.4965	2.9012	18.9399	0.0009	0.0001	0
O	2.2479	1.9751	20.7421	-0.0065	-0.0037	-0.0005
O	4.6111	3.4514	14.4934	0.0035	0.0038	0.0005
O	8.7837	8.5052	16.8174	-0.0024	0.0006	0.0005
O	8.8656	7.0106	11.8696	0.0019	0.0038	-0.0046
O	1.2547	0.9414	15.9918	-0.0015	0.001	0.0004
O	6.37	1.4834	13.8012	0.0008	0.0013	0.002
O	4.8431	5.2963	11.0049	-0.0194	-0.0011	0.001
O	9.6138	4.7101	15.2577	-0.0015	-0.0002	-0.0023
O	0.4647	0.3674	13.5436	0.0041	0.0095	0.0026
O	0.4822	6.1215	19.157	0.0022	-0.0067	0.0001
O	1.5936	8.2892	20.3804	-0.0044	-0.0042	0.0041
O	3.7778	6.8334	20.6835	-0.0028	-0.0088	0.0116
O	7.6087	4.2253	18.5425	0.0001	0.0004	-0.0025
O	2.6671	4.1856	10.0793	0.0014	-0.0088	-0.0168
O	6.2591	8.2554	15.8557	0.0016	-0.0016	-0.001
O	6.7669	10.8346	15.8053	0.0018	0.0029	-0.0018
O	5.0784	9.8311	14.0195	0.001	-0.0008	-0.0017
O	2.9465	4.3005	12.6446	-0.0017	-0.0078	-0.004
O	2.5616	6.6598	11.3999	-0.0047	0.0013	-0.0145
O	7.4474	6.3249	17.0329	-0.0001	-0.0001	-0.0006
O	2.6424	1.83	13.8099	-0.001	0	-0.0005
O	7.849	2.5761	15.5847	0.0017	0.0002	0.0004
O	9.826	2.4195	11.0808	-0.0043	0.0066	-0.0069
O	5.4704	4.6502	16.7492	0.0007	-0.0005	-0.0042
O	5.5145	5.7253	19.1037	0.0076	-0.0025	-0.0042
O	7.016	8.7506	12.5631	-0.0008	0.0004	-0.0128
O	3.3053	1.8429	18.1967	0.0016	0.0008	-0.0019
O	5.8097	10.9079	11.6849	0.0037	0.0037	-0.0162
O	1.6783	9.5986	17.2067	-0.0027	0.0021	-0.0044
O	0.5156	3.0273	14.6726	-0.0005	0.0022	-0.0037
O	5.6421	0.328	18.5265	-0.0024	0.0056	-0.0017
O	8.6748	3.4981	13.164	-0.0002	0.0023	0.0013
O	2.9218	5.2765	18.627	-0.0032	-0.0053	-0.0001
O	7.7053	1.6458	19.6285	0.0014	0.0005	0.0011
O	6.8903	6.6594	10.0828	0.0082	0.0054	-0.0065
O	10.1781	7.2706	21.1726	-0.0002	-0.0048	0.0049
O	5.3618	1.8926	16.4273	0.001	0.001	-0.005
O	0.747	4.7081	16.9315	-0.0028	-0.0029	-0.0054
O	1.0129	0.7976	18.681	-0.0038	-0.0014	0.0015
O	1.4254	5.6008	14.7235	-0.0063	-0.004	-0.0023
O	3.916	4.1265	20.8494	0.0024	0.0073	0.0006
O	8.0792	10.0669	18.8645	0.0076	-0.0027	-0.001
O	9.7694	9.2187	12.9823	-0.0036	-0.0019	-0.0064
O	10.3165	8.5831	18.9542	-0.0054	0.0042	-0.0042
O	10.157	10.6196	17.2353	-0.0021	-0.0005	-0.0002
O	1.3532	1.8273	10.3082	0.0218	0.0059	-0.0397
O	4.6568	1.4244	21.1972	0.0025	0.0013	0.0033
O	10.647	-0.1186	11.0548	-0.0011	-0.0073	-0.0074
O	3.6187	8.4904	18.6417	-0.0007	0.0014	-0.0084
O	2.7476	7.3745	16.3905	-0.0011	-0.0019	-0.0033
O	8.333	5.5955	22.1191	0.0044	0.0074	0.0101
O	8.3612	7.456	14.4894	-0.0036	-0.0015	0.0044
O	6.8342	3.7318	21.0774	-0.0047	-0.0083	-0.0091
O	4.2364	8.7078	11.8569	0.0016	0.0024	-0.0153
O	6.8858	4.8582	14.5692	0.0005	-0.0012	-0.0022
O	3.8817	9.604	21.0367	0.0021	-0.0017	0.0071
O	1.1271	3.4259	19.0286	-0.0031	0.0007	0.0017

Results
free energy: -133300.910 eV
free energy less fixed offsets of O -568.88, P -755.39, Si -635.61 eV per atom: 2.410 eV

The program warned: the cutoff lies below the one the program advises for these potential files; the forces do not sum to zero within the program's tolerance; the exchange-correlation potential is rough where the density is thin.
